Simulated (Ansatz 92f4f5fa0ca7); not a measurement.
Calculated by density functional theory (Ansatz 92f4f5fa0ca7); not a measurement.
Periodic cell of 234 atoms, Si146O88, from a study of silicon, its oxide and their interface. The atomic structure is a simulated model.
Doubt: the cutoff is low for norm-conserving oxygen, so forces and energies are approximate.
Doubt: the program's own warning below bears on the result.
This geometry differs little from another in the collection (a relaxation step or a small displacement).

Settings: functional HSE06; potential files SPMS norm-conserving; basis plane waves; wave-function cutoff 800 eV; density cutoff ratio 4; exchange-correlation grid ratio 1; k mesh 1 x 1 x 1, Gamma-centred; occupations fixed; spin none; net charge 0.

Cell vectors (angstrom)
a  11.6015  0  0
b  0  10.938  0
c  0  0  32.1198

Atoms: element, x, y, z (angstrom)
Si  0.2425  -0.0436  23.3436
Si  4.1026  0.1155  23.5124
Si  7.927  -0.0068  23.3947
Si  2.1256  1.3748  23.4119
Si  6.0749  1.4613  23.3652
Si  9.9331  1.2995  23.5461
Si  0.0456  5.7251  23.2977
Si  3.8189  5.2184  23.3979
Si  7.7742  5.4478  23.5002
Si  2.1241  6.8536  23.5028
Si  5.6723  6.6864  23.3088
Si  9.6216  6.9012  23.5086
Si  1.9479  2.7311  25.3484
Si  5.8885  2.714  25.3806
Si  9.7264  2.7885  25.3755
Si  11.6584  4.178  25.2309
Si  3.9119  4.003  25.3855
Si  7.7549  4.1375  25.4592
Si  2.0719  8.2054  25.4267
Si  5.8608  8.1343  25.2903
Si  9.7326  8.2353  25.4164
Si  11.7275  9.5135  25.294
Si  4.0003  9.6028  25.4099
Si  7.788  9.5642  25.3482
Si  11.6338  -0.0197  27.2427
Si  3.9047  0.0211  27.3207
Si  7.766  -0.0014  27.2825
Si  1.9432  1.3578  27.2802
Si  5.8432  1.3542  27.3048
Si  9.7091  1.3722  27.2794
Si  11.6512  5.4664  27.2494
Si  3.9165  5.4525  27.2756
Si  7.7772  5.5048  27.3454
Si  1.9912  6.8161  27.3143
Si  5.8371  6.8357  27.2798
Si  9.7251  6.8355  27.3103
Si  1.9336  2.7345  29.2205
Si  5.8008  2.7345  29.2205
Si  9.6679  2.7345  29.2205
Si  0  4.1018  29.2205
Si  3.8672  4.1018  29.2205
Si  7.7343  4.1018  29.2205
Si  1.9336  8.2035  29.2205
Si  5.8008  8.2035  29.2205
Si  9.6679  8.2035  29.2205
Si  0  9.5708  29.2205
Si  3.8672  9.5708  29.2205
Si  7.7343  9.5708  29.2205
Si  0  0  31.1541
Si  3.8672  0  31.1541
Si  7.7343  0  31.1541
Si  1.9336  1.3673  31.1541
Si  5.8008  1.3673  31.1541
Si  9.6679  1.3673  31.1541
Si  0  5.469  31.1541
Si  3.8672  5.469  31.1541
Si  7.7343  5.469  31.1541
Si  1.9336  6.8362  31.1541
Si  5.8008  6.8362  31.1541
Si  9.6679  6.8362  31.1541
Si  1.9336  2.7345  0.9679
Si  5.8008  2.7345  0.9679
Si  9.6679  2.7345  0.9679
Si  0  4.1018  0.9679
Si  3.8672  4.1018  0.9679
Si  7.7343  4.1018  0.9679
Si  1.9336  8.2035  0.9679
Si  5.8008  8.2035  0.9679
Si  9.6679  8.2035  0.9679
Si  0  9.5708  0.9679
Si  3.8672  9.5708  0.9679
Si  7.7343  9.5708  0.9679
Si  11.573  0.0135  2.8783
Si  3.808  -0.0119  2.9403
Si  7.6765  0.0169  2.8689
Si  1.9052  1.3881  2.921
Si  5.7335  1.3586  2.9172
Si  9.6187  1.3506  2.8672
Si  11.5349  5.4965  2.8787
Si  3.8488  5.4684  2.9049
Si  7.6518  5.4547  2.908
Si  1.9087  6.7902  2.8374
Si  5.7458  6.8734  2.9438
Si  9.5806  6.8311  2.9149
Si  1.8708  2.8279  4.8273
Si  5.6626  2.6684  4.8988
Si  9.5882  2.7142  4.7781
Si  11.5036  4.1052  4.7756
Si  3.8488  4.1602  4.8843
Si  7.608  4.0535  4.8261
Si  1.8994  8.098  4.7552
Si  5.7038  8.2919  4.8939
Si  9.5687  8.2244  4.8423
Si  11.5577  9.4442  4.6933
Si  3.7242  9.6124  4.9426
Si  7.6466  9.6512  4.8177
Si  11.5378  -0.1615  6.5701
Si  3.4566  0.0247  6.9907
Si  7.5709  0.1431  6.7332
Si  1.6064  1.4617  6.7167
Si  5.5182  1.3407  6.9442
Si  9.6482  1.2765  6.6635
Si  11.5121  5.4035  6.7463
Si  3.9358  5.4845  6.9075
Si  7.6456  5.5444  6.67
Si  1.9057  6.6721  6.6671
Si  5.7904  7.0624  6.9307
Si  9.6064  6.8028  6.7486
O  5.5239  2.3155  8.2727
O  1.9142  7.719  7.9066
O  5.8911  8.1327  8.2361
O  11.4061  4.4935  8.1306
O  7.6662  10.0488  7.9907
O  9.4754  7.5014  8.2419
O  2.9111  10.0734  8.3172
O  10.0429  2.2347  7.9398
O  7.718  4.5698  7.9971
O  3.9966  4.474  8.2226
O  0.2779  9.8689  7.9302
O  1.105  2.2244  8.1225
O  2.5504  7.8632  22.2568
O  2.1398  2.2109  21.9874
O  6.2488  2.4709  22.0415
O  4.1117  10.034  22.236
O  5.205  7.6495  22.0238
O  7.8742  9.954  22.061
O  3.6529  4.3268  22.0004
O  9.4456  7.862  22.1951
O  0.0906  5.1401  21.7705
O  8.1536  4.2354  22.442
O  0.2545  10.3066  21.7783
O  10.3371  2.2355  22.2458
Si  1.5817  9.1316  8.5747
Si  4.4258  6.3679  14.4341
Si  2.5045  2.0571  16.0059
Si  7.5826  4.6703  9.6001
Si  3.8895  8.5506  21.6608
Si  2.9145  8.1635  16.5227
Si  11.1922  10.391  20.2907
Si  -0.0929  5.5635  12.7636
Si  11.3323  2.9441  8.6109
Si  2.8776  3.2837  21.0177
Si  8.6864  0.7813  15.6317
Si  4.2417  1.7886  18.5773
Si  8.9777  7.4946  9.7819
Si  3.3799  10.3852  14.5874
Si  7.5021  5.2126  18.932
Si  5.9396  10.9876  11.4722
Si  10.0649  2.2401  20.6581
Si  4.3987  9.5311  18.87
Si  0.1404  8.3005  11.2391
Si  0.2421  8.8955  17.7064
Si  1.3207  10.773  12.6875
Si  8.1092  8.6119  15.8232
Si  8.7075  8.8736  21.1914
Si  6.767  9.2607  9.0638
Si  2.5291  4.0494  13.6463
Si  7.8845  2.0827  12.8849
Si  0.0835  0.4053  15.6338
Si  10.377  6.2605  18.1973
Si  0.2582  4.6233  20.2507
Si  5.7516  8.9505  13.7802
Si  6.8978  2.7452  17.1569
Si  3.3107  1.8437  11.5274
Si  9.6375  5.9896  15.3013
Si  4.8069  3.4474  9.1936
Si  6.9882  8.0176  18.7614
Si  9.9064  3.4303  11.169
Si  7.4109  3.3487  21.3116
Si  6.915  4.3639  14.6478
O  2.7392  10.1263  13.1297
O  8.9985  5.8659  18.9735
O  8.0251  1.1976  14.2238
O  11.0962  2.8603  10.2133
O  8.5706  3.6174  10.2866
O  3.7359  2.7117  10.1922
O  5.7514  2.167  18.1331
O  8.593  10.1339  15.8254
O  6.37  3.2875  15.7314
O  7.5646  4.0509  17.8237
O  1.7579  4.0378  20.1244
O  8.1761  6.1051  10.0907
O  3.8522  2.5373  19.9608
O  7.8211  8.5771  10.0582
O  8.347  5.0477  15.0109
O  9.812  9.6031  20.3115
O  2.5726  9.3474  15.4992
O  3.991  8.7506  17.5406
O  10.6207  7.8605  17.992
O  8.4441  2.343  20.5542
O  7.9637  1.5689  16.8479
O  10.7455  5.853  14.1488
O  7.0636  1.1894  11.7985
O  6.0211  4.2811  9.9346
O  3.6544  8.7805  20.0899
O  9.2326  7.551  15.3762
O  9.3879  2.4204  12.3307
O  6.1825  9.6936  12.4214
O  1.0713  1.4341  16.3908
O  5.9655  9.2354  19.0024
O  11.6076  5.7356  19.1113
O  7.6819  8.2774  17.3345
O  0.6153  0.3127  14.0864
O  5.8027  5.5377  14.6436
O  0.4725  9.755  19.0839
O  7.1214  3.4838  13.2819
O  3.4372  5.3754  13.6642
O  0.4705  6.9567  12.1133
O  10.7716  0.9781  19.9524
O  3.2743  0.96  15.1064
O  10.2542  7.9433  10.6771
O  3.2783  2.3041  17.392
O  6.4919  6.4614  18.6563
O  1.5104  7.9425  17.3063
O  1.1045  4.5179  13.0494
O  10.4537  4.8242  11.7815
O  5.9693  10.3655  9.9571
O  6.9237  4.4659  20.2523
O  4.8025  7.6586  13.5231
O  10.2506  1.1242  15.6173
O  3.2234  2.9394  12.7064
O  0.2566  9.6765  12.1179
O  4.9422  10.0574  14.6218
O  1.2191  8.677  10.0819
O  -0.0188  9.9537  16.4912
O  7.8332  8.0639  20.1305
O  3.6177  6.9055  15.763
O  4.1099  0.1816  18.7765
O  10.3085  5.5892  16.7228
O  2.3916  3.4198  15.1387
O  4.5155  0.7771  11.7184
O  6.9551  8.4582  14.71
O  1.8693  1.0089  11.6394
O  10.7228  3.5197  19.9682

Results
free energy: -55958.639 eV
free energy less fixed offsets of O -447.96, Si -113.29 eV per atom: 2.181 eV
gap between the highest filled and lowest empty level on this k mesh: 1.471 eV

The program warned: the cutoff lies below the one the program advises for these potential files; the model core charge is not resolved on the grid; the forces do not sum to zero within the program's tolerance; the exchange-correlation potential is rough where the density is thin.
